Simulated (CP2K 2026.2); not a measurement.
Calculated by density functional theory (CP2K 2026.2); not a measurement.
Periodic cell of 515 atoms, Si360O155, from a study of silicon, its oxide and their interface. The atomic structure is a simulated model.
Doubt: the forces sum to 2.28 eV/angstrom along one axis rather than to zero, so they err by at least 0.0044 eV/angstrom per atom on average; the grid cutoff is modest.

Settings
functional: PBE
method: Gaussian and plane waves
basis set: DZVP-MOLOPT-SR-GTH
pseudopotentials: GTH-PBE
grid cutoff: 350 Ry, relative cutoff 50 Ry
k points: Gamma only
occupations: fixed
spin: none
net charge: 0

Cell vectors (angstrom)
a 16.32 0 0
b 0 16.32 0
c 5.2431 1.9584 34.1937

Atoms and the computed forces on them: element, x, y, z (angstrom), force x, y, z (eV/angstrom)
Si 5.958 10.894 31.911 -0.096 0.042 0.086
Si 17.831 15.447 33.027 0.081 0.133 0.177
Si 18.296 10.168 28.915 0.005 0.123 0.054
Si 13.72 5.458 29.511 0.068 0.061 0.123
Si 13.083 9.929 32.563 0.059 -0.012 0.063
Si 20.111 11.107 33.868 -0.387 -0.478 0.457
Si 10.62 17.064 31.665 0 0.014 0.064
Si 8.537 3.372 34.084 0.033 0.465 0.52
Si 6.057 13.908 31.216 0.105 -0.048 -0.036
Si 10.767 5.972 30.187 -0.047 0.103 0.12
Si 9.21 3.487 31.172 0.04 -0.023 0.022
Si 20.443 5.346 33.693 -0.104 -0.005 0.188
Si 11.46 16.167 28.858 -0.101 0.066 -0.038
Si 14.914 5.845 33.464 -0.011 -0.005 0.108
Si 8.644 10.045 32.732 0.094 0.03 0.154
Si 10.927 9.078 26.253 0.063 0.036 -0.163
Si 10.691 7.851 32.738 -0.005 -0.064 0.006
Si 8.286 15.261 32.69 0.061 0.014 0.063
Si 15.84 15.911 1.571 0.003 -0.035 -0.029
Si 3.265 3.051 1.585 0.002 0.074 -0.058
Si 16.515 5.507 1.474 -0.075 -0.148 0.649
Si 2.368 7.751 1.413 0.108 0.126 0.755
Si 16.395 11.114 1.553 0.02 -0.155 0.695
Si 2.341 13.255 1.402 0.132 0.159 0.741
Si 5.565 0.414 1.517 -0.073 -0.253 0.645
Si 7.942 2.444 1.515 0.124 0.126 0.786
Si 4.957 4.809 1.478 -0.256 -0.136 0.634
Si 8.732 8.616 1.354 0.068 0.276 0.587
Si 5.91 11.315 1.388 0.103 0.282 0.569
Si 7.535 13.13 1.337 -0.081 -0.023 0.001
Si 11.481 0.642 1.583 0.107 0.132 0.737
Si 13.228 2.355 1.614 -0.12 -0.25 0.498
Si 11.258 5.688 1.374 -0.089 -0.051 0.748
Si 13.49 7.913 1.298 0.388 0.41 0.127
Si 16.279 12.89 33.229 -0.273 -0.232 0.619
Si 14.101 14.254 1.462 0.138 0.075 0.655
Si 14.905 1.298 2.871 -0.023 0.029 -0.029
Si 1.446 4.006 2.756 0.029 -0.03 -0.032
Si 14.965 6.763 2.741 0.041 -0.037 -0.027
Si 1.31 9.452 2.698 0.011 -0.006 -0.049
Si 14.935 12.428 2.773 -0.029 0.034 -0.03
Si 1.303 14.919 2.745 0.015 0.036 -0.068
Si 4.188 1.487 3.059 0.006 -0.009 -0.013
Si 6.766 4.031 2.788 -0.047 0.008 -0.079
Si 4.035 6.66 2.677 -0.003 -0.037 -0.077
Si 6.899 9.542 2.596 0.007 -0.037 -0.053
Si 4.067 12.2 2.638 0.002 -0.027 -0.032
Si 6.667 14.921 2.624 -0.003 0.069 0.025
Si 9.576 1.366 2.794 0.009 -0.032 -0.071
Si 12.252 4.104 2.811 -0.021 -0.012 0.003
Si 9.635 6.861 2.652 -0.031 -0.007 -0.061
Si 12.208 9.511 2.549 0.014 -0.015 -0.015
Si 9.411 12.194 2.516 0.03 0.028 -0.028
Si 12.321 15.097 2.757 -0.001 -0.016 -0.082
Si 13.577 16.341 4.292 0.004 -0.013 0.007
Si 16.359 2.673 4.089 -0.016 0.038 0.023
Si 13.652 5.413 4.141 0.016 0.017 0.027
Si 16.275 8.164 4.104 0.01 -0.016 0.019
Si 13.535 10.928 3.943 0.041 -0.05 -0.005
Si 16.333 13.623 4.219 0.012 0.045 -0.001
Si 2.697 16.316 4.088 0.001 -0.055 0.018
Si 5.554 2.775 4.366 0.02 0.03 0.012
Si 2.718 5.406 4.168 -0.012 -0.026 0.01
Si 5.466 8.129 3.904 -0.033 0.024 0.01
Si 2.754 10.793 4.019 -0.041 0.013 0.016
Si 5.327 13.623 4.06 0.022 0.006 -0.036
Si 8.163 16.226 4.016 -0.068 0.035 -0.029
Si 10.822 2.805 4.17 0.018 -0.019 -0.012
Si 8.183 5.498 3.981 0.046 -0.046 0.004
Si 10.961 8.172 4.076 0.01 0.056 -0.004
Si 8.168 10.885 4.065 0.048 0.034 -0.038
Si 10.843 13.593 3.878 0.009 0.021 -0.001
Si 14.967 14.966 5.572 0.024 0.001 0.006
Si 1.359 1.333 5.484 0.023 0.004 -0.014
Si 15.013 4.051 5.465 -0.015 -0.018 0.027
Si 1.337 6.801 5.464 0.002 0.007 -0.023
Si 14.897 9.569 5.379 -0.008 -0.007 0.007
Si 1.4 12.178 5.433 0.007 -0.015 -0.022
Si 4.035 14.96 5.466 -0.029 -0.004 0.055
Si 6.903 1.286 5.511 0.011 0.004 -0.007
Si 4.092 4.119 5.578 -0.002 0.008 0.002
Si 6.812 6.832 5.355 -0.013 -0.007 0
Si 4.124 9.459 5.364 -0.008 -0.015 0.008
Si 6.761 12.251 5.382 -0.005 -0.007 -0.021
Si 9.52 14.893 5.372 0.018 -0.003 0.005
Si 12.183 1.418 5.526 0.013 -0.011 0
Si 9.471 4.162 5.47 -0.026 0.013 0.009
Si 12.277 6.802 5.459 0 -0.008 0
Si 9.55 9.528 5.411 0.011 -0.014 -0.011
Si 12.179 12.252 5.332 -0.006 0.035 0.022
Si 16.331 16.331 6.882 -0.008 0.019 0.021
Si 2.72 2.706 6.849 -0.01 -0.029 -0.012
Si 16.328 5.435 6.834 0.001 -0.019 0.005
Si 2.74 8.157 6.777 0.014 0.012 0.005
Si 16.303 10.865 6.771 0.001 -0.001 -0.01
Si 2.713 13.568 6.815 -0.001 0.018 0.002
Si 5.446 16.295 6.816 -0.001 -0.006 -0.017
Si 8.196 2.725 6.84 -0.011 -0.027 -0.008
Si 5.48 5.509 6.823 0.001 -0.008 0.007
Si 8.166 8.171 6.753 -0.005 0.004 0.012
Si 5.44 10.858 6.748 -0.02 0 -0.001
Si 8.146 13.574 6.762 0.022 0.005 0.012
Si 10.838 16.29 6.788 -0.022 0.009 -0.013
Si 13.609 2.738 6.84 0.02 0.012 0.006
Si 10.88 5.475 6.815 -0.001 -0.007 0.001
Si 13.606 8.191 6.797 -0.002 0.011 -0.009
Si 10.878 10.899 6.767 0.012 0.008 0.015
Si 13.552 13.56 6.785 -0.024 -0.01 -0.016
Si 14.948 1.364 13.612 -0.014 0.028 -0.001
Si 17.677 4.074 13.593 0.017 -0.021 -0.003
Si 14.969 6.818 13.593 0.005 -0.014 0.009
Si 17.666 9.541 13.597 -0.012 0.009 -0.016
Si 14.966 12.244 13.611 0.018 -0.026 -0.005
Si 17.672 14.971 13.601 -0.015 0.013 0
Si 4.095 1.346 13.607 0.005 -0.016 -0.009
Si 6.793 4.068 13.594 -0.005 0.02 0
Si 4.071 6.808 13.589 -0.019 0.017 -0.002
Si 6.81 9.513 13.595 0.01 -0.025 -0.003
Si 4.065 12.235 13.589 0.009 0 0.006
Si 6.817 14.964 13.599 -0.003 0.002 -0.004
Si 9.534 1.333 13.586 0.021 -0.011 -0.002
Si 12.235 4.075 13.606 -0.011 0.006 0
Si 9.527 6.781 13.606 0 -0.008 -0.011
Si 12.235 9.532 13.602 -0.002 0.026 0.004
Si 9.528 12.254 13.608 -0.009 0.021 -0.001
Si 12.245 14.945 13.614 0.011 -0.009 0.001
Si 13.594 16.314 14.975 -0.001 0 -0.006
Si 16.312 2.728 14.963 0.012 0.008 -0.001
Si 13.617 5.443 14.938 -0.006 0.003 -0.01
Si 16.3 8.2 14.963 0.024 0.01 0.003
Si 13.589 10.897 14.968 0 0.009 0.001
Si 16.317 13.622 14.974 -0.004 0.002 -0.004
Si 2.717 16.324 14.966 0.011 0.002 0.001
Si 5.459 2.698 14.973 -0.012 -0.013 0.002
Si 2.708 5.444 14.942 -0.012 -0.004 -0.005
Si 5.436 8.16 14.946 0.005 0.007 -0.009
Si 2.691 10.904 14.965 -0.002 -0.01 -0.003
Si 5.434 13.601 14.922 0.007 0.013 -0.014
Si 8.2 16.301 14.972 -0.007 -0.008 -0.004
Si 10.891 2.675 14.953 0.002 0.009 -0.008
Si 8.156 5.413 14.954 0.009 -0.007 -0.005
Si 10.893 8.148 14.956 -0.012 -0.019 -0.002
Si 8.172 10.88 14.948 0.002 0.008 -0.017
Si 10.89 13.599 14.994 -0.003 -0.013 0.001
Si 14.958 14.976 16.348 -0.002 0.006 0.003
Si 17.672 1.374 16.321 0.004 0.009 0.008
Si 14.947 4.088 16.322 0.002 -0.006 -0.015
Si 17.652 6.811 16.286 0.005 0.018 -0.012
Si 14.929 9.551 16.344 -0.004 0 0.004
Si 17.676 12.289 16.352 0.034 0.009 0.007
Si 4.077 14.934 16.299 -0.008 -0.022 -0.012
Si 6.848 1.334 16.33 0.021 0.018 0.012
Si 4.069 4.075 16.288 0.008 0.014 -0.002
Si 6.797 6.79 16.296 -0.023 -0.016 -0.001
Si 4.068 9.535 16.284 0.007 0.003 -0.008
Si 6.793 12.25 16.273 -0.021 -0.01 -0.025
Si 9.556 14.96 16.375 -0.001 0.012 -0.001
Si 12.235 1.329 16.359 -0.003 0.018 -0.005
Si 9.499 4.001 16.287 -0.03 -0.021 0.005
Si 12.285 6.804 16.306 0.016 0.007 -0.005
Si 9.543 9.525 16.303 -0.019 0.014 0.013
Si 12.258 12.252 16.364 0.015 -0.024 -0.003
Si 15.049 1.343 19.07 -0.042 0.021 0.02
Si 18.984 2.792 17.665 0.015 0.01 -0.001
Si 16.243 5.523 17.666 -0.011 0.016 -0.022
Si 2.731 8.141 17.613 0.001 0.009 0.007
Si 16.24 10.985 17.676 0.015 -0.01 0.03
Si 2.759 13.614 17.742 0.001 -0.004 -0.033
Si 5.464 16.27 17.618 0.017 0.01 -0.001
Si 8.205 2.651 17.757 0.001 -0.019 -0.024
Si 5.469 5.382 17.644 0.004 -0.027 0.002
Si 8.125 8.201 17.625 0.022 -0.011 0.011
Si 5.391 10.944 17.626 -0.032 0.01 -0.055
Si 8.177 13.544 17.65 0.011 0.004 0.007
Si 10.88 16.335 17.798 0 -0.01 -0.01
Si 13.645 2.668 17.68 0.012 0.008 0.009
Si 10.911 5.36 17.533 0.003 -0.016 -0.019
Si 13.601 8.173 17.738 -0.018 0 -0.006
Si 10.95 10.815 17.697 0.026 -0.013 -0.011
Si 13.558 13.681 17.736 -0.037 0.002 -0.002
Si 16.365 16.3 17.699 0.009 0.017 -0.01
Si 17.596 4.218 19.011 0.031 -0.002 0.032
Si 14.917 6.829 19.147 0.013 -0.001 0.016
Si 17.646 9.551 18.854 0.019 0.04 0.035
Si 14.908 12.381 19.115 0.019 0.009 0.022
Si 17.751 14.998 19.103 -0.034 0.021 -0.006
Si 4.09 1.37 18.869 0.018 -0.011 0.014
Si 6.812 4.02 19.052 -0.03 0.015 -0.029
Si 4.109 6.75 18.961 -0.054 0.028 0.033
Si 6.72 9.601 18.956 0.028 -0.024 0.056
Si 4.096 12.235 19.126 0.026 -0.001 0.014
Si 6.806 14.884 18.996 -0.046 -0.035 0.021
Si 9.519 1.305 19.243 -0.019 0.009 0.012
Si 12.199 3.992 18.95 -0.007 -0.025 0.015
Si 9.567 6.763 18.784 -0.023 -0.068 0.03
Si 12.283 9.496 19.173 -0.022 0.046 -0.005
Si 9.551 12.153 18.975 -0.028 -0.009 0.006
Si 12.243 15.019 19.205 0.069 -0.033 -0.013
Si 13.713 16.378 20.558 -0.005 0.002 0.051
Si 16.333 2.815 20.418 -0.011 -0.01 0.013
Si 13.453 5.366 20.357 -0.011 0.023 0.061
Si 16.349 8.312 20.358 -0.025 0.015 0.048
Si 13.6 10.991 20.539 -0.011 -0.029 0.074
Si 16.384 13.685 20.495 0.018 -0.009 0.03
Si 19.132 16.436 20.372 -0.005 0.012 0.062
Si 5.407 2.627 20.336 0.048 0.006 0.055
Si 19.006 5.527 20.385 0.001 0.02 -0.005
Si 5.413 8.171 20.286 0 0.028 0.016
Si 18.96 10.817 20.313 -0.024 -0.009 0.003
Si 5.522 13.561 20.489 -0.034 -0.015 0.062
Si 8.071 16.181 20.502 -0.016 0.035 0.069
Si 10.977 2.689 20.537 0.002 -0.024 0.071
Si 8.269 5.448 20.195 0.017 -0.008 0.03
Si 10.846 7.97 20.322 0.057 -0.034 0.033
Si 8.999 8.866 21.433 -0.218 -0.053 -0.592
Si 10.764 13.583 20.391 -0.016 0.004 0.057
Si 15.311 15.247 21.939 -0.118 -0.036 -0.81
Si 18.294 2.034 21.524 0.132 0.023 -0.6
Si 14.43 3.668 21.618 -0.088 -0.323 -0.574
Si 15.452 3.818 24.365 0.018 0.027 -0.058
Si 15.544 10.171 21.63 0.137 0.12 -0.663
Si 17.31 11.85 21.656 0.039 -0.005 0.047
Si 4.517 15.382 21.621 -0.019 -0.035 0.062
Si 6.202 17.094 21.622 -0.153 -0.083 -0.662
Si 3.687 3.713 21.495 0.007 0.026 0.045
Si 7.262 7.21 21.35 0.007 0.026 -0.001
Si 3.601 9.049 21.531 -0.038 -0.007 0.021
Si 7.307 12.525 21.734 0.018 0.032 0.038
Si 8.976 14.359 21.737 -0.226 -0.108 -0.515
Si 12.824 1.819 21.862 0.054 0.198 -0.595
Si 9.886 4.473 21.611 0.013 0.041 -0.022
Si 11.667 6.182 21.699 -0.19 -0.111 -0.58
Si 8.174 10.821 20.35 0.027 -0.041 0.023
Si 11.959 12.199 21.819 0.25 -0.041 -0.835
Si 10.023 13.798 27.463 -0.045 0.078 -0.1
Si 8.88 4.122 23.705 0.214 -0.071 -0.615
Si 13.881 17.445 27.46 -0.028 0.018 -0.075
Si 18.136 7.416 21.586 0.268 0.037 -0.571
Si 6.133 13.745 25.521 0.157 0.007 -0.069
Si 19.783 15.136 30.647 -0.074 0.141 0.078
Si 17.369 12.074 26.67 0.021 0.015 -0.079
Si 18.393 12.324 23.73 -0.352 -0.115 -0.513
Si 18.37 14.745 27.951 -0.054 0.084 -0.034
Si 9.366 6.995 27.705 0.093 0.017 0.006
Si 17.99 2.417 30.075 -0.064 0.015 -0.025
Si 7.448 11.712 23.993 -0.062 0.175 -0.617
Si 20.712 18.029 31.032 0.034 0.03 0.057
Si 6.414 7.783 27.737 -0.097 -0.043 -0.182
Si 6.545 9.068 24.988 0.036 -0.008 -0.042
Si 14.496 7.673 31.262 -0.099 0.032 0.047
Si 12.578 7.811 24.137 -0.128 -0.06 -0.127
Si 12.577 16.835 24.843 0.046 0.081 -0.142
Si 13.559 4.121 26.899 -0.037 -0.161 -0.026
Si 19.198 3.252 27.258 0.052 -0.002 0.03
Si 12.368 12.377 30.816 0.042 -0.022 -0.049
Si 15.083 9.219 24.645 -0.005 0.083 -0.002
Si 13.438 13.938 24.028 -0.04 0.073 0.012
Si 17.784 7.897 24.645 0.025 -0.047 -0.349
Si 14.369 11.844 26.263 0.083 -0.14 -0.161
Si 6.579 2.154 24.379 0.032 -0.016 -0.095
Si 10.163 17.78 26.735 0.11 0.031 -0.108
Si 6.693 3.059 29.372 -0.017 -0.025 0.028
Si 19.942 6.538 30.814 0.136 0.071 -0.024
Si 10.367 10.395 1.265 -0.034 -0.019 -0.037
Si 17.468 8.196 30.775 0.063 0.148 -0.119
Si 16.746 17.442 23.825 0.118 -0.098 -0.108
Si 4.434 4.382 23.599 -0.14 -0.252 -0.659
Si 5.013 5.223 28.312 -0.014 0.048 -0.041
Si 6.745 6.408 23.427 0.032 0.19 -0.742
Si 10.546 4.453 26.209 0.002 0.013 -0.008
Si 8.974 14.053 24.702 0.009 -0.004 -0.105
Si 18.125 5.053 25.307 0.014 0.025 -0.048
Si 10.124 12.732 32.622 0.027 -0.006 0.111
Si 11.84 11.376 27.982 -0.042 0.01 -0.027
Si 3.772 14.962 23.815 0.207 0.05 -0.768
Si 18.826 16.888 25.745 -0.048 -0.053 0.004
Si 7.262 17.319 27.054 -0.04 -0.004 0.013
Si 15.589 17.698 33.168 0.107 0.024 0.059
Si 18.055 10.943 31.702 -0.068 -0.009 -0.101
Si 3.721 9.791 23.736 -0.139 -0.272 -0.722
Si 14.37 14.51 31.215 0.119 -0.035 -0.069
Si 6.992 14.397 28.194 0.048 0.048 -0.026
Si 4.715 9.168 29.837 -0.106 -0.031 -0.056
Si 5.57 2.555 33.825 -0.336 -0.224 0.473
Si 10.768 9.932 23.49 -0.006 -0.024 -0.029
Si 12.955 16.197 33.455 -0.086 -0.313 0.566
Si 15.674 3.798 31.362 0.007 0.004 0.1
Si 16.111 16.355 29.242 -0.029 0.023 0.028
Si 14.956 1.373 8.207 0.01 -0.01 0.014
Si 1.362 4.076 8.195 -0.011 0.01 0.004
Si 14.959 6.817 8.161 0.01 -0.002 -0.005
Si 1.359 9.515 8.133 0.005 -0.013 -0.008
Si 14.942 12.224 8.141 0 -0.001 0.001
Si 1.37 14.937 8.19 -0.01 -0.008 0.004
Si 4.093 1.344 8.181 -0.001 0.002 0.009
Si 6.806 4.09 8.166 -0.006 -0.005 -0.019
Si 4.094 6.83 8.177 0.012 -0.001 0.001
Si 6.806 9.522 8.129 0.012 0.006 0.007
Si 4.093 12.211 8.146 -0.01 0.002 -0.007
Si 6.808 14.932 8.157 -0.008 0.003 -0.002
Si 9.536 1.348 8.185 -0.004 0.019 0
Si 12.239 4.104 8.175 -0.001 -0.001 0.004
Si 9.508 6.824 8.157 0.005 0.007 0.006
Si 12.232 9.54 8.146 0.001 0.003 -0.001
Si 9.51 12.233 8.14 -0.004 -0.011 0.005
Si 12.218 14.944 8.147 0.009 0.001 0
Si 13.587 16.302 9.519 0.003 0.016 -0.001
Si 16.319 2.731 9.559 -0.003 0.009 0
Si 13.596 5.465 9.53 -0.008 0.015 0
Si 16.332 8.162 9.515 0.009 -0.018 0.006
Si 13.597 10.875 9.518 0.005 -0.016 0.003
Si 16.297 13.589 9.517 0 0.02 -0.001
Si 2.732 16.304 9.539 0.011 -0.015 0.002
Si 5.443 2.728 9.524 -0.003 0.012 0.012
Si 2.736 5.447 9.526 0.013 -0.009 -0.001
Si 5.453 8.182 9.526 -0.024 0.001 -0.004
Si 2.713 10.876 9.506 -0.001 0.021 -0.003
Si 5.449 13.573 9.517 0.009 -0.017 0.004
Si 8.154 16.312 9.52 -0.008 0.023 0.001
Si 10.899 2.713 9.531 0.021 -0.036 0
Si 8.17 5.443 9.524 -0.002 -0.012 -0.012
Si 10.873 8.18 9.514 -0.008 0.017 0.006
Si 8.159 10.872 9.509 -0.008 -0.005 0.005
Si 10.866 13.59 9.511 -0.01 0.004 -0.008
Si 14.951 14.953 10.885 -0.005 -0.005 -0.003
Si 17.685 1.352 10.893 0.003 0.005 0
Si 14.952 4.099 10.895 0.002 -0.006 0.005
Si 17.688 6.806 10.879 0.006 -0.001 -0.006
Si 14.961 9.52 10.874 0.001 0.015 0.002
Si 17.672 12.239 10.868 -0.012 -0.008 -0.004
Si 4.095 14.942 10.885 0.001 0.01 0.004
Si 6.803 1.36 10.877 -0.013 -0.005 0.007
Si 4.082 4.079 10.887 -0.009 -0.005 -0.001
Si 6.804 6.802 10.881 -0.002 -0.002 -0.005
Si 4.077 9.529 10.878 0.013 -0.007 0.002
Si 6.806 12.227 10.884 0.004 0.004 0
Si 9.519 14.952 10.874 0.009 -0.006 -0.002
Si 12.248 1.349 10.889 0.004 0.011 0.005
Si 9.526 4.073 10.88 -0.001 0.012 -0.003
Si 12.231 6.817 10.883 -0.002 -0.007 0
Si 9.518 9.526 10.884 -0.008 -0.003 -0.007
Si 12.237 12.239 10.875 0.014 0.004 0
Si 16.308 16.323 12.245 0.003 0 -0.003
Si 2.73 2.711 12.249 -0.001 0.012 0.002
Si 16.327 5.452 12.241 0.009 0.016 0.001
Si 2.714 8.174 12.241 0.005 -0.001 -0.003
Si 16.312 10.888 12.233 0.011 -0.001 -0.002
Si 2.708 13.601 12.236 0 -0.005 0
Si 5.452 16.315 12.238 0.01 0.007 0.003
Si 8.167 2.711 12.242 0.003 -0.011 0
Si 5.439 5.442 12.24 -0.011 -0.012 0.001
Si 8.17 8.15 12.244 0.001 0.002 -0.002
Si 5.438 10.875 12.244 -0.014 0.008 0.001
Si 8.165 13.597 12.239 -0.005 0.002 -0.002
Si 10.89 16.296 12.236 -0.012 0.009 -0.008
Si 13.598 2.722 12.246 0.006 -0.007 0.004
Si 10.883 5.434 12.238 0.005 -0.006 -0.002
Si 13.597 8.172 12.24 0.006 -0.005 0.003
Si 10.877 10.889 12.242 -0.011 -0.008 -0.006
Si 13.598 13.591 12.247 -0.002 0.013 0.001
O 18.908 16.038 34.075 0.225 0.326 -0.242
O 7.189 2.484 33.914 0.02 -0.541 0.168
O 8.829 12.445 24.478 0.628 -0.323 -0.139
O 11.139 0.346 0.015 0.084 0.097 -0.544
O 20.213 5.701 32.15 0.169 -0.347 -0.24
O 1.293 6.604 0.918 -0.045 -0.089 -0.207
O 3.053 8.403 0.089 0.398 0.659 -0.001
O 11.102 13.188 31.419 -0.05 0.524 -0.224
O 15.373 10.499 0.433 -0.426 -0.014 -0.279
O 1.225 12.123 0.941 0.254 -0.064 -0.386
O 2.912 13.865 0.005 -0.059 0.35 -0.157
O 20.695 7.969 30.874 0.407 0.152 0.262
O 4.484 0.337 0.276 -0.154 -0.269 -0.514
O 6.811 1.368 1.009 -0.032 -0.177 -0.248
O 13.792 10.027 34.006 0.302 -0.267 0.01
O 9.63 11.236 32.27 0.169 -0.159 -0.345
O 11.745 9.065 32.755 -0.221 0.265 -0.042
O 10.849 11.219 22.531 -0.422 0.217 -0.017
O 5.198 4.141 33.784 0.086 0.241 -0.183
O 12.381 6.759 0.797 -0.07 0.076 -0.545
O 15.831 4.814 32.614 0.425 0.055 0.183
O 5.123 9.537 24.442 -0.129 0.383 0.178
O 20.384 5.649 29.549 -0.286 -0.193 0.068
O 6.419 17.374 23.216 0.175 -0.144 0.281
O 7.806 5.306 23.919 0.142 -0.091 0.496
O 18.85 13.89 23.786 -0.235 0.142 -0.28
O 11.825 7.901 25.572 0.057 -0.195 0.193
O 16.479 8.658 25.206 -0.105 0.2 0.688
O 6.497 14.015 29.666 0.112 0.066 -0.144
O 19.203 2.299 31.146 -0.038 0.131 0.264
O 7.806 7.047 28.044 -0.238 -0.35 0.222
O 18.012 1.853 23.132 0.21 0.032 0.574
O 7.587 10.152 24.396 0.292 -0.198 -0.142
O 10.598 10.163 25.084 -0.209 0.578 0.188
O 9.432 14.732 23.302 0.38 0.495 0.193
O 10.628 4.868 0.118 0.213 -0.192 -0.428
O 13.968 12.986 25.201 0.21 0.28 0.241
O 9.213 16.298 31.887 -0.1 -0.086 -0.293
O 7.48 14.575 25.106 -0.04 0.611 0.123
O 17.481 13.95 33.537 0.189 -0.151 0.185
O 14.151 7.906 24.45 0.189 -0.503 0.062
O 5.447 3.295 24.241 -0.077 -0.044 0.4
O 12.144 6.534 23.253 0.188 -0.504 0.321
O 9.742 5.658 26.892 -0.221 -0.157 0.053
O 12.14 5.268 29.729 -0.228 -0.359 0.173
O 19.36 2.019 26.216 0.255 0.044 -0.055
O 4.862 14.43 24.87 -0.23 0.025 0.349
O 18.202 13.352 27.172 0.196 0.169 0.095
O 16.235 16.353 22.735 0.176 -0.025 0.025
O 19.281 11.554 32.545 0.029 0.459 0.024
O 7.206 2.201 28.116 0.129 0.216 0.05
O 14.724 14.375 23.173 0.241 -0.311 0.155
O 12.623 15.246 24.522 -0.593 -0.013 0.246
O 12.171 9.136 23.274 0.214 0.309 -0.593
O 13.246 11.891 27.402 0.135 0.216 0.33
O 6.915 7.604 24.474 0.076 -0.059 0.182
O 16.92 15.203 28.467 -0.166 -0.107 -0.107
O 6.835 15.089 32.007 -0.184 0.407 -0.087
O 17.918 10.785 27.485 -0.016 -0.414 -0.19
O 15.334 13.653 32.172 -0.189 0.015 -0.233
O 12.491 13.085 23.06 -0.28 0.021 0.338
O 10.493 17.279 28.227 -0.229 0.193 0.27
O 19.791 9.537 28.866 0.258 0.036 -0.331
O 13.38 15.29 32.201 -0.409 -0.256 -0.003
O 15.333 17.239 28.125 0.488 0.431 -0.198
O 6.514 8.904 26.582 0.251 0.576 0.292
O 12.938 16.43 28.285 0.087 -0.559 0.26
O 8.727 17.152 26.393 0.024 -0.325 -0.121
O 14.069 7 29.865 0.116 0.258 -0.611
O 12.138 4.628 26.337 -0.037 0.522 -0.291
O 18.473 15.351 31.558 -0.331 -0.148 -0.38
O 14.623 4.053 25.707 0.155 -0.021 0.197
O 19.734 11.391 23.756 0.216 0.207 0.136
O 11.002 14.696 28.378 0.04 -0.09 0.229
O 9.525 9.035 22.988 -0.132 -0.063 0.492
O 8.918 13.779 32.7 -0.17 -0.262 0.067
O 10.286 2.278 31.268 0.404 0.199 0
O 5.171 10.463 33.272 0.385 -0.17 0.048
O 5.072 18.115 32.488 -0.062 -0.62 -0.051
O 8.911 4.037 32.66 0.108 0.502 -0.073
O 17.134 17.364 29.99 -0.022 -0.205 0.459
O 6.863 15.978 27.858 -0.272 0.059 0.291
O 17.049 3.652 30.521 0.243 0.372 -0.176
O 5.98 8.647 29.015 0.373 0.004 0.13
O 8.077 2.781 24.187 0.182 -0.402 0.132
O 10.168 4.374 24.646 0.313 0.226 -0.354
O 6.334 17.719 25.79 -0.43 -0.232 0.289
O 17.267 16.888 25.255 -0.413 -0.068 0.316
O 15.296 9.902 23.214 -0.101 0.32 0.195
O 12.872 11.429 32.027 0.282 0.286 0.388
O 19.492 4.643 24.562 -0.117 -0.092 -0.051
O 9.733 4.749 30.327 -0.103 -0.099 -0.155
O 6.36 12.458 31.858 0.101 0.056 0.452
O 13.966 9.175 31.438 0.221 0.387 -0.362
O 17.552 11.932 25.066 -0.478 -0.246 -0.043
O 6.387 4.57 28.875 0.404 0.169 0.226
O 13.801 2.888 0.156 -0.343 0.255 -0.189
O 17.618 7.275 23.148 -0.327 -0.244 0.285
O 11.227 17.269 25.629 -0.027 0.109 0.034
O 18.376 6.88 30.673 -0.237 -0.621 0.082
O 16.085 7.681 31.353 0.221 -0.419 0.427
O 18.072 9.318 31.796 -0.027 -0.363 0.548
O 15.785 12.217 26.94 -0.177 0.372 0.307
O 14.441 10.351 25.614 -0.15 -0.182 0.193
O 14.656 4.386 23.084 0.111 0.407 0.131
O 16.496 16.372 32.924 -0.036 -0.225 -0.304
O 16.738 11.548 32.421 -0.348 -0.333 -0.189
O 5.359 6.565 27.455 -0.22 0.106 -0.533
O 12.638 1.37 23.456 -0.112 -0.008 0.284
O 6.235 12.255 24.921 -0.571 -0.419 0.175
O 11.578 16.947 32.983 -0.028 0.103 0.378
O 10.716 7.06 34.141 0.265 -0.203 -0.216
O 10.593 12.29 27.501 -0.292 -0.271 0.088
O 13.982 6.743 32.485 -0.442 -0.12 0.054
O 8.648 3.073 0.199 -0.169 -0.006 -0.418
O 15.781 4.704 0.249 -0.328 0.029 -0.133
O 10.974 6.8 31.554 0.057 0.117 -0.034
O 10.877 12.746 34.051 0.236 -0.27 -0.245
O 18.103 6.639 25.6 0.233 0.159 0.489
O 15.613 2.227 24.103 -0.711 -0.181 0.113
O 18.168 11.29 30.112 -0.03 0.614 -0.143
O 13.819 17.111 25.866 0.552 0.102 -0.138
O 11.403 16.339 30.448 0.145 -0.062 0.046
O 13.491 13.451 30.353 0.109 0.267 -0.647
O 8.518 13.877 28.038 0.132 -0.375 0.251
O 9.633 8.326 26.83 -0.297 0.369 0.124
O 13.404 2.669 27.611 -0.074 0.225 0.375
O 7.312 10.036 31.841 0.031 -0.342 -0.491
O 14.505 4.384 30.424 0.034 -0.31 0.065
O 20.783 14.096 31.351 -0.171 -0.181 0.556
O 11.938 11.432 29.588 -0.219 -0.28 0.067
O 15.134 15.581 30.277 -0.152 0.187 -0.07
O 19.364 14.57 29.203 0.206 -0.143 0.053
O 14.142 17.276 33.751 -0.102 0.247 0.438
O 15.311 2.294 31.863 -0.215 -0.235 -0.276
O 10.008 14.315 25.913 0.407 0.382 -0.251
O 20.593 16.521 30.483 0.177 0.007 -0.189
O 16.866 4.581 24.422 -0.019 0.072 -0.229
O 7.827 2.996 30.508 -0.145 -0.022 0.293
O 5.3 2.502 29.968 -0.304 -0.039 -0.077
O 9.262 8.573 32.546 -0.574 -0.229 0.035
O 18.067 4.268 26.714 -0.586 0.041 0.418
O 5.061 10.519 30.63 -0.39 0.303 -0.338
O 18.955 8.995 24.636 0.039 -0.013 0.366
O 10.091 3.058 26.864 -0.441 0.108 0.221
O 11.623 9.857 27.479 0.106 -0.349 0.337
O 18.678 2.669 28.651 -0.07 -0.311 -0.222
O 4.256 4.093 27.426 0.344 0.006 -0.2
O 5.236 5.801 23.475 -0.367 0.253 0.077
O 6.031 13.649 27.125 -0.5 -0.512 0.128
O 10.236 7.007 29.067 0.14 0.671 0.074
O 17.303 8.941 29.333 -0.325 -0.285 -0.442
O 18.993 15.855 26.965 0.457 -0.029 0.073
O 19.656 16.384 24.454 -0.029 0.269 -0.257
O 14.1 5.191 27.973 0.315 0.24 -0.272

Results
total energy: -106478.658 eV
total energy less fixed offsets of O -438.35, Si -107.03 eV per atom: -3.608 eV
